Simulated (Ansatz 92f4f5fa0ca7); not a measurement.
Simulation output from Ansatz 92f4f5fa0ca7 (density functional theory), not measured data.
Periodic cell of 231 atoms, Si140O85As6, from a study of silicon, its oxide and their interface. The atomic structure is a simulated model.
Doubt: the cutoff is far below the 930 eV that the study's wrapper takes by default for these files, so forces and energies are approximate.

Settings
functional: PBE
potential files: Ansatz PAW
basis: plane waves
wave-function cutoff: 580 eV
density cutoff ratio: 5
exchange-correlation grid ratio: 1
k mesh: 1 x 1 x 1, Gamma-centred
self-consistency stop: 5e-08 eV per atom in the density residual
occupations: fixed
spin: none
net charge: 0

Cell vectors (angstrom)
a 11.6015 0 0
b 0 10.938 0
c 0 0 32.8271

Atoms and the computed forces on them: element, x, y, z (angstrom), force x, y, z (eV/angstrom)
Si 0.0466 -0.0166 24.3478 0.0044 -0.0085 -0.001
Si 3.9928 -0.0339 24.214 -0.0026 -0.0059 0.0037
Si 7.9145 -0.0151 24.3177 0.0022 -0.0051 0.0017
As 2.0195 1.3442 23.9493 0.0009 0.007 0.0023
As 5.9412 1.3913 23.9077 -0.0014 0.0029 -0.0054
Si 9.7719 1.4009 24.4453 -0.003 0.0049 -0.0035
Si 0.2692 5.7282 23.9347 -0.0086 -0.0055 -0.0154
Si 4.0805 5.5101 24.1936 -0.0041 0.0004 0.0089
Si 7.9128 5.565 23.9641 -0.0024 -0.0029 -0.0065
As 2.2146 7.091 23.9469 -0.0066 0.0083 0.0001
Si 5.9635 6.9636 24.0754 -0.0152 0.0119 -0.0117
Si 9.8462 6.8427 24.3392 -0.0031 0.0034 -0.0047
Si 2.0066 2.6561 25.9917 0.0028 -0.0025 0.0008
Si 5.9069 2.6578 25.9903 0.0006 0.0014 -0.0015
Si 9.7607 2.9324 26.1355 0.002 0.0001 -0.0004
Si 0.1652 4.1584 25.8568 0.0022 -0.005 0.0065
Si 3.9602 4.0276 26.0386 0.0033 -0.0037 0.0009
Si 7.7546 4.1522 25.9338 0.0047 -0.007 0.0119
Si 2.0705 8.1429 26.1105 0.0052 -0.0011 -0.0019
Si 5.8983 8.1711 26.1149 -0.0021 0.0018 0.0071
Si 9.7564 8.2008 26.2363 -0.001 0.0017 0.0023
Si 0.1262 9.4883 26.1805 0.0048 -0.004 -0.0002
Si 3.9714 9.5397 26.1223 0.0087 -0.0003 -0.0026
Si 7.8034 9.5259 26.1811 0.0105 -0.0045 0.0033
Si 0.0722 0.0276 28.0194 -0.0044 0.0023 -0.0024
Si 3.9341 0.0165 28.0081 -0.005 0.0016 -0.002
Si 7.8025 0.0399 28.0272 -0.0029 0.0023 -0.0029
Si 1.9994 1.3823 27.9855 0.0026 0.0016 -0.0009
Si 5.8674 1.3804 27.9843 0.0005 0.0003 -0.0008
Si 9.7394 1.4125 27.9841 -0.0027 -0.0024 -0.003
Si 0.0876 5.4347 27.9262 0.0018 0.0017 -0.0017
Si 3.925 5.4125 27.9836 0.0016 -0.001 -0.0025
Si 7.7595 5.4431 27.9584 0.0004 -0.0018 -0.0043
Si 2.0073 6.7917 28.0199 0.0005 0.0019 -0.0038
Si 5.84 6.7962 28.018 0.0007 -0.0002 -0.0026
Si 9.7257 6.7566 28.0578 -0.0009 -0.0018 -0.0053
Si 1.9336 2.7345 29.9279 0.0535 0.0663 0.0359
Si 5.8008 2.7345 29.9279 0.0341 0.0768 0.004
Si 9.6679 2.7345 29.9279 0.0778 0.065 0.1642
Si 0 4.1018 29.9279 0.0914 -0.1603 -0.3194
Si 3.8672 4.1018 29.9279 0.0624 -0.1855 0.1272
Si 7.7343 4.1018 29.9279 -0.0191 -0.1225 -0.2155
Si 1.9336 8.2035 29.9279 0.105 -0.0265 -0.0274
Si 5.8008 8.2035 29.9279 -0.0312 -0.0649 -0.0554
Si 9.6679 8.2035 29.9279 0.0342 -0.0938 0.1627
Si 0 9.5708 29.9279 0.0287 0.0018 0.0574
Si 3.8672 9.5708 29.9279 0.0646 0.0391 0.0399
Si 7.7343 9.5708 29.9279 0.0742 0.0369 0.0275
Si 0 0 31.8615 -0.0126 0.098 0.1118
Si 3.8672 0 31.8615 -0.0148 -0.0181 0.024
Si 7.7343 0 31.8615 0.0048 -0.0342 0.0537
Si 1.9336 1.3673 31.8615 0.0148 -0.054 -0.0345
Si 5.8008 1.3673 31.8615 -0.0017 -0.0456 -0.0864
Si 9.6679 1.3673 31.8615 -0.0115 -0.0562 -0.0109
Si 0 5.469 31.8615 0.0143 0.1989 -0.0224
Si 3.8672 5.469 31.8615 0.0001 0.0611 -0.0502
Si 7.7343 5.469 31.8615 0.011 0.0353 -0.0877
Si 1.9336 6.8362 31.8615 -0.0032 -0.0217 0.0398
Si 5.8008 6.8362 31.8615 0.0069 0.0854 -0.0515
Si 9.6679 6.8362 31.8615 0.0068 -0.0631 0.1088
Si 1.9336 2.7345 0.9679 -0.1179 0.0045 -0.0414
Si 5.8008 2.7345 0.9679 -0.0287 0.0527 0.0285
Si 9.6679 2.7345 0.9679 0.0808 0.0415 0.0178
Si 0 4.1018 0.9679 -0.1315 0.0358 0.2512
Si 3.8672 4.1018 0.9679 -0.1439 0.0278 0.138
Si 7.7343 4.1018 0.9679 0.0782 0.0292 -0.2274
Si 1.9336 8.2035 0.9679 -0.1312 0.0373 -0.0707
Si 5.8008 8.2035 0.9679 -0.0308 0.1277 -0.4068
Si 9.6679 8.2035 0.9679 -0.0557 0.06 0.3414
Si 0 9.5708 0.9679 0.0055 -0.0425 0.3353
Si 3.8672 9.5708 0.9679 -0.1405 -0.0817 -0.1677
Si 7.7343 9.5708 0.9679 0.0395 -0.0124 -0.123
Si -0.0481 -0.0291 2.9775 -0.0052 -0.0016 0.0023
Si 3.7928 0.0169 2.8619 -0.0075 0.0017 0.0007
Si 7.7298 0.0257 2.8704 -0.0061 -0.0005 0.0035
Si 1.8557 1.3819 2.9065 0.0012 -0.0023 0.0051
Si 5.7418 1.3292 2.8697 0.0053 0.0004 0.0026
Si 9.6635 1.371 2.9031 0.0011 -0.0004 0.003
Si -0.093 5.4889 2.9463 0.0026 -0.0016 0.003
Si 3.774 5.5032 2.9013 0.0028 0.0009 0.0042
Si 7.6955 5.5075 2.8503 0.0082 0.0016 0.0037
Si 1.8283 6.8657 2.9133 -0.0047 0.004 0.0057
Si 5.7348 6.8036 2.815 -0.0033 0.0037 -0.0031
Si 9.6211 6.9039 2.9948 0.0004 0.0027 0.0023
Si 1.7994 2.8521 4.7714 -0.0041 -0.0023 -0.007
Si 5.629 2.7061 4.7618 0.0024 -0.0011 0.0046
Si 9.5745 2.7222 4.8451 -0.0034 -0.0027 -0.0115
Si -0.1381 4.1887 4.9576 0.0128 0.0007 -0.0057
Si 3.7657 4.1528 4.8432 -0.0006 -0.0021 -0.0036
Si 7.6069 3.9741 4.6199 0.0059 -0.0048 -0.0027
Si 1.8143 8.2579 4.8295 -0.0137 -0.0064 0.0003
Si 5.7718 8.2552 4.6123 -0.0149 0.0003 0.001
Si 9.6263 8.1983 5.0689 -0.0153 -0.0015 -0.0045
Si -0.0934 9.6724 5.0767 0.0072 -0.0039 -0.0124
Si 3.7925 9.5541 4.7453 0.0132 -0.0008 -0.0039
Si 7.6919 9.5869 4.7768 0.0128 0.0013 -0.0073
Si -0.1743 0.322 7.02 0.0023 -0.0039 0.0111
Si 3.6618 0.0501 6.5929 0.001 -0.0115 0.0036
Si 7.3554 0.0878 6.6114 -0.0103 -0.0075 0.0072
Si 1.8446 1.5419 6.6942 0.0056 0.003 0.0008
As 5.5409 1.6041 6.8878 -0.0004 -0.0016 -0.0005
Si 9.3263 1.4279 6.8386 -0.0019 0.0093 0.0027
Si 0.107 5.4763 7.0305 0.0058 -0.0208 0.0068
Si 3.8713 5.7104 6.6314 0.0046 -0.0073 0.0038
Si 7.6302 5.3182 6.4673 -0.0196 -0.0076 0.0027
As 1.9 7.0886 6.8962 -0.0025 0.0045 0.0015
As 5.8793 7.0037 6.5761 -0.0044 -0.0027 -0.0026
Si 9.4788 6.6522 7.0125 -0.0058 0.0275 0.0114
O 12.2487 4.5746 8.3485 -0.0079 0.0157 -0.0091
O 6.9278 9.9935 7.8494 0.0131 0.0052 -0.024
O 8.7082 7.25 8.4067 0.0105 -0.0047 -0.0118
O 3.3198 10.0049 7.8935 0.0011 0.0084 -0.0046
O 9.1537 2.3835 8.2091 0.004 -0.0069 -0.0004
O 7.4588 4.3459 7.8178 -0.0004 0.0047 -0.0047
O 4.0573 5.2067 8.2257 -0.0055 -0.0014 -0.0045
O -0.1051 10.8216 8.6571 0.0009 -0.0016 -0.0113
O 2.2391 2.4682 8.0435 -0.0004 -0.0012 0.0021
O 3.975 9.9564 22.8464 0.0029 0.0022 -0.0004
O 5.8623 8.0487 22.7874 0.0067 -0.0101 0.0058
O 5.7227 10.0317 20.8818 -0.0075 -0.003 0.0099
O 4.2565 4.4623 22.8996 0.0039 0.0029 0.0036
O 9.7874 7.7902 22.9901 0.0032 0.0013 -0.0017
O 0.2528 5.4563 22.2659 0.0009 -0.0035 0.025
O 8.0934 4.906 22.433 -0.0038 0.0051 0.0163
O 11.1805 10.0847 22.9622 0.0048 0.001 -0.0046
O 9.724 2.1004 22.9354 -0.0013 -0.0032 -0.0011
Si -0.6304 18.3925 12.5204 -0.0011 0.0043 -0.0013
Si -0.0871 5.6402 20.6502 0.0084 0.0048 0.0006
Si 8.4483 0.4987 11.2599 0.0011 -0.0099 -0.0007
Si 5.8583 -1.9375 16.8331 0.002 -0.0009 -0.0002
Si 8.4022 3.6334 8.9385 -0.0117 0.0002 0.0027
Si -10.1892 7.0673 18.3578 -0.0051 0.0023 0.0049
Si -3.6457 10.841 15.8565 -0.0007 0.003 0.0014
Si -0.1864 0.7869 10.0401 -0.0046 -0.0059 0.0047
Si -5.0132 10.0458 9.4442 -0.002 -0.0017 0.0086
Si 12.8588 2.9112 20.4497 0.0073 0.0032 0.0033
Si -6.1339 0.7955 16.9464 0.0004 0.0014 -0.0001
Si -3.8392 3.2662 11.8639 -0.0018 0.0001 -0.0034
Si 9.8072 9.3126 22.4803 0.0034 -0.0067 0.0021
Si 1.4441 9.6346 11.5192 -0.0012 -0.0025 -0.0032
Si 5.6932 7.675 14.2383 -0.0051 -0.0013 -0.0021
Si 4.9018 9.0276 21.8806 0.0007 0.0033 -0.0045
Si 8.6885 4.732 20.9118 0.0008 -0.0036 -0.0066
Si 14.6388 4.7094 11.5449 -0.0022 0.0049 0.0005
Si 4.8516 3.731 16.6313 -0.0015 -0.005 0.0036
Si 10.1083 2.0254 21.3632 0.0068 -0.0072 -0.0006
Si 4.6211 6.245 9.3792 0.0002 -0.0022 -0.0061
Si 1.3841 14.2656 9.149 0.0003 -0.0066 -0.0012
Si 1.5443 -4.9156 13.8112 -0.0067 -0.0028 -0.0038
Si 3.7256 9.3096 9.3026 -0.0007 0.0009 -0.0052
Si -6.2693 15.4711 13.573 -0.0006 0.0012 -0.002
Si 8.4078 9.1478 13.3361 0.003 -0.0008 -0.0076
Si 7.5773 18.0898 9.6134 -0.0035 -0.0011 0.0084
Si 3.9015 6.827 19.9587 0.0062 -0.0076 0.0031
Si 1.3953 9.7954 16.6577 -0.0045 0.0016 0.0013
Si 9.4364 5.3849 11.0119 0.0025 -0.0011 0.0023
Si -5.343 10.1184 19.3481 -0.0021 0.0024 -0.0023
Si 3.7808 4.2378 21.3599 -0.0043 -0.0001 -0.0117
Si 1.9157 4.5746 16.5141 -0.0005 -0.0003 0.0057
Si 5.9418 4.74 19.361 0.0016 0.0013 0.0034
Si 1.3106 1.7134 17.7071 0.0072 -0.0069 -0.0005
Si -2.2099 10.2561 19.8248 -0.0063 -0.0072 -0.0025
Si 10.5688 -10.8084 17.2357 0.0035 -0.0004 0.0046
Si 2.9523 -2.1709 14.0755 0.0031 0.0056 -0.0055
O -7.0673 2.119 16.8046 -0.001 0.001 -0.003
O 7.486 15.7732 19.8276 0.0059 -0.0013 -0.0018
O -0.8685 6.2316 11.4557 -0.003 -0.0061 -0.0013
O 9.543 0.7465 20.5678 0.0069 0.0191 0.0032
O 1.7873 5.3993 12.3254 -0.0001 -0.0059 -0.0058
O 4.1457 7.7649 9.0671 -0.0041 0.0038 0.0075
O 7.109 8.6332 10.0315 0.0001 -0.0047 0.0066
O 12.135 4.2881 19.9537 0.0007 0.0011 -0.0085
O 9.5621 4.6579 9.533 0.0061 -0.0035 -0.0032
O -1.7182 5.791 20.5414 -0.0021 -0.0016 -0.0066
O 5.035 3.8029 20.3856 -0.0029 -0.0025 0.0001
O -8.447 5.6411 20.8066 -0.0001 -0.0084 -0.001
O 5.6214 7.681 15.9021 -0.0014 0.0015 0.0006
O -0.3009 12.4243 17.7491 -0.0147 -0.0056 -0.0022
O 7.464 3.2609 10.2349 0.005 -0.0013 -0.007
O 6.2465 6.2158 9.4115 0.0054 0.0012 0.0094
O -4.8385 11.9643 15.942 -0.002 -0.0007 -0.0011
O 3.9813 4.0679 12.7407 -0.0009 -0.0017 0
O -3.7409 -0.8819 19.3915 0.017 -0.0042 -0.0035
O 8.2436 6.4913 10.9417 -0.0086 0.0062 0.0015
O 2.6571 7.1658 14.0968 0.0056 -0.005 -0.0015
O -0.1068 10.253 16.1504 0.0032 -0.0024 0.0006
O 5.008 10.1733 9.842 -0.0144 -0.0021 0.0036
O 13.9776 3.753 10.3889 -0.0033 -0.0029 -0.0003
O -10.4295 5.7552 17.3829 0.0017 -0.0006 -0.0032
O 1.4867 3.0153 16.7364 -0.0001 0.0012 -0.0072
O 0.5474 6.8752 19.7537 -0.0008 -0.003 -0.0063
O 3.9973 5.8011 10.8083 0.0025 0.0028 -0.0022
O 4.5628 8.781 13.7925 0.0031 0.0007 0.0015
O 12.3961 11.0854 11.1794 -0.0048 0.0048 0.0022
O -9.985 4.8654 14.9381 -0.0008 -0.0037 0.0016
O 4.872 -0.6609 16.4374 -0.0014 -0.0028 -0.0004
O -6.2217 -6.9744 15.1046 0.0009 0.0002 -0.0012
O 2.4089 -1.567 15.4769 0.0001 0.0006 0.0032
O 5.7057 8.8301 18.4576 -0.0024 -0.0051 -0.0013
O 9.8461 9.1178 20.8743 0.0046 -0.0065 0.0016
O -1.2733 10.0948 18.5156 -0.0031 -0.0005 -0.0019
O 5.8957 15.1171 17.8172 0.003 0.0012 0.0025
O 1.8603 2.0949 19.1823 0.0064 0.0036 0.005
O 2.5695 3.1583 21.3858 0.009 0.0022 -0.0031
O -3.058 -0.5937 14.4339 0.0007 -0.0031 -0.0072
O 1.1153 8.5054 17.6345 0.0001 -0.0042 -0.0002
O 7.4112 -1.4571 16.5864 -0.0043 -0.0062 -0.0006
O 6.5618 3.8745 12.7467 0.0036 -0.0033 0.0008
O 9.0817 4.218 12.1047 -0.0012 -0.0017 0.0031
O 5.8316 0.5628 18.5476 0.0013 0.0016 0.0028
O 9.3625 3.2791 20.683 -0.0043 0.0025 -0.0049
O -2.4255 0.6256 16.6166 0.0013 0.0006 -0.0005
O 0.2627 19.4606 11.6707 -0.0036 -0.0029 0.0042
O 5.3506 6.2616 19.4765 -0.0012 -0.0005 -0.0057
O 0.2376 2.3392 9.7721 -0.0002 0.0074 0.0011
O 3.5117 4.6285 16.8551 0.0027 0.0022 -0.0002
O 7.3528 0.3988 10.0565 -0.0036 0.0061 0.0059
O 13.8551 -1.2647 12.9239 -0.0008 0.0029 0
O 3.0068 -3.7655 18.6661 0.0062 -0.0029 -0.0051
O 8.3781 9.9877 11.9593 0.0021 0.0043 0.0036
O -3.551 12.6528 12.2822 -0.0003 0.002 0.0043
O 8.4191 -0.8679 22.954 -0.0065 0.0013 -0.004
O 3.9568 8.1165 20.9333 0.003 0.0094 -0.0005
O 2.0018 0.2593 17.3185 0.0045 0.0013 -0.0039
O 9.9119 11.7256 10.6394 0.0028 -0.0006 0.0033
O -1.9295 8.1409 13.2049 -0.0053 0.003 0.0042
O 2.4755 9.278 10.322 0.0059 -0.0022 -0.0036
O -16.0995 -2.7053 13.6551 0.005 0.0019 -0.0013
O 0.1394 2.0445 21.2509 -0.0152 -0.0115 0.0009
O 5.4643 6.1671 13.6688 -0.0014 -0.0034 0.0009
O 0.1127 6.7877 13.8088 -0.0046 -0.0019 -0.0027

Results
free energy: -166476.237 eV
free energy less fixed offsets of As -4856.12, O -568.88, Si -635.61 eV per atom: 0.683 eV

The program warned: the cutoff lies below the one the program advises for these potential files; the exchange-correlation potential is rough where the density is thin.
